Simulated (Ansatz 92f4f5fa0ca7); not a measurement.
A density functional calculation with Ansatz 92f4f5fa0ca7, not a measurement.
Periodic cell of 186 atoms, Si104O82, from a study of silicon, its oxide and their interface. The atomic structure is a simulated model.
This geometry differs little from another in the collection (a relaxation step or a small displacement).

Settings: functional r2SCAN; potential files Ansatz norm-conserving; basis plane waves; wave-function cutoff 1300 eV; density cutoff ratio 4; exchange-correlation grid ratio 1; k mesh 2 x 2 x 1, shifted by 0.5 0.5 0.5 of a step; self-consistency stop 5e-08 eV per atom in the density residual; occupations Fermi-Dirac, 0.05 eV; spin none; net charge 0.

Cell vectors (angstrom)
a, 11.5403, 0, 0
b, 0, 11.5403, 0
c, -1.9973, -2.2206, 24.0364

Atoms and the computed forces on them: element, x, y, z (angstrom), force x, y, z (eV/angstrom)
Si, -2.1763, 0.3571, -0.0909, -0.2522, -0.0179, -0.5706
Si, -2.106, 5.666, 0.0739, -0.1327, 0.2054, -0.3501
Si, -2.0847, 8.8156, 0.4311, -0.0905, -0.1863, -0.6109
Si, 1.9236, 0.9517, 0.3196, 0.1054, -0.4407, -0.4861
Si, 1.5772, 4.6093, -0.2893, -0.341, 1.0342, 0.2307
Si, 1.8827, 9.2754, 0.1968, 0.3464, 0.1674, -0.5915
Si, 5.6351, 1.0945, 0.5564, -0.0087, 0.0786, -0.7863
Si, 5.5244, 4.1956, 0.3741, 0.1102, -0.3424, -0.7277
Si, 5.6749, 9.5422, 0.3431, 0.1137, 0.1751, -0.8423
Si, -0.2248, 1.1659, 1.2849, -0.1457, -0.1344, -0.1781
Si, -0.1656, 5.137, 1.3865, -0.0009, -0.2492, -0.3829
Si, -0.0526, 8.8444, 1.5538, 0.0626, 0.2368, -0.129
Si, 3.7012, 1.0966, 1.8056, -0.0491, 0.03, -0.2397
Si, 3.5556, 4.6382, 1.5761, -0.1274, -0.4339, -0.3714
Si, 3.748, 8.874, 1.5702, 0.0677, 0.0319, -0.0506
Si, 7.6986, 1.026, 1.5658, 0.1754, -0.1553, -0.3237
Si, 7.552, 4.9227, 1.4169, 0.0658, -0.0171, -0.0678
Si, 7.5264, 8.9329, 1.7103, -0.1851, 0.0949, -0.1162
Si, -0.2345, 3.0686, 2.7476, 0.1198, 0.0174, -0.2699
Si, -0.0703, 6.9248, 2.8679, 0.0417, -0.0414, -0.0067
Si, -0.1353, 10.8667, 2.8651, 0.1832, -0.0219, -0.0547
Si, 3.6465, 2.9485, 3.1315, 0.0068, -0.0586, 0.3339
Si, 3.7137, 6.773, 2.7433, -0.2059, 0.1935, -0.3027
Si, 3.705, 10.7144, 3.0593, -0.1405, -0.0567, 0.4098
Si, 7.6976, 2.9941, 2.8642, -0.0101, 0.1144, 0.0388
Si, 7.4765, 6.8499, 2.8154, -0.0632, -0.0766, -0.0082
Si, 7.6028, 10.8134, 3.0671, 0.0147, 0.0125, 0.4298
Si, -2.0006, 2.9998, 4.3053, -0.1942, 0.0552, 0.0946
Si, -2.076, 6.9118, 4.1434, -0.0211, -0.0742, 0.0359
Si, -1.9904, 10.8311, 4.3597, -0.0994, 0.0741, -0.0395
Si, 1.6333, 2.9403, 4.2982, 0.1011, 0.0534, -0.0243
Si, 1.8397, 6.8683, 4.1838, -0.1476, -0.0753, -0.0373
Si, 1.732, 10.8155, 4.35, 0.1085, -0.0201, -0.2172
Si, 5.7123, 2.9314, 4.2791, 0.0109, 0.0731, -0.0805
Si, 5.5868, 6.8039, 4.1671, 0.258, -0.1142, -0.0161
Si, 5.6519, 10.7993, 4.3897, -0.0263, -0.0812, -0.1598
Si, -2.0284, 1.1479, 5.8669, 0.05, -0.05, -0.1247
Si, -2.0506, 4.9913, 5.5228, 0.0275, -0.1212, -0.0204
Si, -2.0555, 8.8278, 5.5483, 0.0249, 0.0913, 0.0676
Si, 1.7261, 1.125, 5.8547, -0.0481, -0.0283, -0.0089
Si, 1.772, 4.9284, 5.5164, -0.0306, -0.0212, 0.0681
Si, 1.7257, 8.7983, 5.5133, 0.05, 0.0875, 0.0711
Si, 5.658, 1.1273, 5.8478, -0.0099, -0.0112, 0.039
Si, 5.6376, 4.892, 5.5297, 0.0606, 0.0099, 0.1088
Si, 5.6617, 8.7495, 5.4781, -0.1098, 0.1412, 0.118
Si, -0.1451, 1.155, 7.3304, 0.0035, 0.0001, 0.2471
Si, -0.129, 5.0085, 6.8669, 0.0275, 0.0097, -0.3486
Si, -0.1561, 8.8966, 6.9266, -0.0058, 0.0867, -0.2177
Si, 3.7022, 1.1048, 7.2271, 0.0121, 0.097, 0.1236
Si, 3.7018, 4.8345, 6.8711, 0.0111, -0.3122, -0.2974
Si, 3.7089, 8.7125, 6.7314, 0.0308, 0.1626, -0.3857
Si, 7.564, 1.1107, 7.2879, 0.0016, 0.027, 0.2052
Si, 7.5624, 4.9241, 6.866, -0.0356, -0.0734, -0.3343
Si, 7.5412, 8.8348, 6.8853, -0.0028, 0.1039, -0.2935
Si, -0.1098, 3.3188, 8.4674, 0.0019, 0.0034, 0.1914
Si, -0.1478, 6.9476, 8.1136, -0.01, -0.0856, 0.3054
Si, -0.1741, 10.6021, 8.611, 0.0109, -0.1071, 0.2004
Si, 3.7188, 3.1701, 8.5623, -0.074, 0.0506, 0.0431
Si, 3.7083, 6.8123, 8.0321, -0.0088, 0.0559, 0.1599
Si, 3.7095, 10.4327, 8.2347, 0.0157, -0.0037, 0.0362
Si, 7.5564, 3.2336, 8.4983, 0.0147, 0.0585, 0.1126
Si, 7.5537, 6.8752, 8.0794, 0.0338, -0.0559, 0.3023
Si, 7.5118, 10.5332, 8.5446, -0.1187, -0.1194, 0.1138
Si, -2.048, 3.9185, 9.6995, 0.1022, 0.2037, 0.5227
Si, -2.0812, 6.9555, 9.3938, 0.0181, 0.0421, 0.9577
Si, -2.1525, 10.0097, 9.9288, 0.0632, -0.2415, 0.2951
Si, 1.7968, 3.8647, 9.823, 0.0002, 0.2876, 0.6253
Si, 1.81, 6.9277, 9.3441, -0.0881, 0.0532, 0.989
Si, 1.9032, 9.9859, 9.6616, 0.0577, -0.2896, 0.5283
Si, 5.6565, 3.7155, 9.8707, 0.037, 0.3248, 0.4743
Si, 5.6156, 6.7767, 9.3484, 0.0816, -0.0454, 0.9379
Si, 5.4884, 9.8269, 9.6815, -0.0215, -0.1644, 0.6208
Si, 9.549, 11.348, 12.818, 0.1614, -0.1725, 0.4643
Si, -1.3933, 9.5956, 17.4164, -0.0111, 0.1864, -0.2592
Si, 6.8897, 11.7431, 14.4433, -0.1188, -0.13, 0.3605
Si, 9.9855, 2.9109, 12.5741, 0.0642, 0.1129, 0.2973
Si, -0.0936, 10.2008, 14.7415, -0.0069, -0.1448, 0.2011
Si, 4.7601, 4.39, 16.8036, -0.1493, -0.0127, 0.2035
Si, 3.7992, 4.5431, 14.1426, -0.1096, 0.3069, 0.1696
Si, 2.8514, 10.0535, 14.5464, -0.0147, -0.1514, 0.4626
Si, 1.422, 3.3347, 12.8264, -0.0378, 0.099, 0.3378
Si, 5.1458, 2.1024, 12.5976, -0.0092, 0.0913, 0.4503
Si, 0.7359, 7.3, 21.3072, 0.0452, -0.055, -0.3057
Si, -1.283, 4.7916, 17.16, 0.0895, 0.118, -0.0508
Si, 3.7153, 11.079, 11.8179, -0.0206, -0.1476, 0.1729
Si, 3.1315, 2.2981, 19.7556, 0.2412, -0.0765, -0.2803
Si, 5.5973, 9.703, 18.8057, -0.3147, -0.1604, -0.1451
Si, 5.4379, 9.3032, 15.6729, -0.081, -0.1568, 0.0585
Si, -3.4286, 8.56, 19.1746, -0.1225, -0.2068, -0.1244
Si, 8.4131, 4.4399, 14.7637, -0.0808, 0.2187, 0.1649
Si, 0.1352, 11.6114, 18.8231, -0.0463, 0.0275, -0.3373
Si, 2.0469, 3.3326, 22.1833, 0.3737, -0.0426, -0.4838
Si, -2.8558, 2.016, 21.6942, -0.1386, 0.1144, -0.3254
Si, -0.9673, 7.1652, 18.8798, 0.0609, -0.1497, -0.0767
Si, 1.5632, 12.6428, 15.0518, 0.0523, -0.0187, 0.3071
Si, -4.0883, 10.7438, 20.9655, -0.0092, -0.1262, -0.4787
Si, 6.8902, 2.324, 16.6415, -0.1444, -0.0654, 0.1057
Si, 0.7004, 10.4172, 21.412, 0.0644, -0.0719, -0.2973
Si, 2.8741, 10.8541, 19.4951, 0.3051, -0.0791, -0.3197
Si, 1.0478, 2.7001, 17.6798, 0.0743, 0.0255, -0.0224
Si, 3.348, 6.0323, 21.5778, 0.093, 0.0983, -0.4116
Si, 6.0489, 6.2803, 14.9245, 0.016, 0.1109, 0.0636
Si, 5.113, 4.5404, 19.6734, -0.0706, -0.0053, -0.1969
Si, 8.0435, 3.504, 19.0806, -0.1853, 0.0802, -0.2312
O, 1.5853, 10.8952, 18.4668, -0.1466, 0.1384, 0.3539
O, 6.726, 4.3922, 19.5017, 0.0125, -0.1732, -0.0256
O, 6.9698, 10.3787, 22.4829, 0.2668, -0.2745, 0.4971
O, -2.1074, -1.2911, -0.465, 0.048, 0.3707, 0.5832
O, -1.0257, 9.4463, 15.8441, 0.1386, 0.2113, 0.056
O, -2.0115, 4.8062, -1.3323, 0.2451, 0.1572, 0.1412
O, 2.8115, 11.5989, 15.089, -0.2193, -0.1553, -0.274
O, 0.3838, 10.9607, 22.906, -0.2099, -0.0961, 0.545
O, 1.7653, -0.6508, 0.0157, 0.0858, 0.0361, 0.0185
O, 0.5316, 4.0945, -1.4971, 0.6193, -0.0124, 0.4285
O, 2.2269, 8.7788, -1.3614, -0.1465, 0.184, 0.5454
O, -1.0566, 11.1147, 17.8523, 0.1819, -0.2565, 0.1836
O, 3.3106, 3.0238, 23.1569, -0.2569, -0.3345, 0.1015
O, 2.273, 10.5762, 20.982, -0.3314, 0.0523, 0.098
O, 3.8668, 6.3475, 23.0684, -0.1508, 0.2694, 0.2229
O, -2.1766, 7.3098, -0.3592, 0.0923, -0.1247, 0.6662
O, -0.0216, 6.5906, 20.0521, 0.0026, 0.2879, 0.1584
O, -0.4909, 8.6445, 18.3872, -0.2716, -0.0922, 0.0525
O, -2.9526, 9.2251, 17.7326, 0.2194, -0.0916, 0.352
O, 0.2052, 11.749, 15.1757, 0.166, -0.1336, -0.1802
O, -2.5347, 7.22, 19.3892, 0.183, 0.3245, -0.1547
O, 9.7275, 4.8493, 15.628, -0.1828, -0.1573, 0.0734
O, 6.2923, 12.8061, 13.3792, -0.1357, 0.0126, -0.1696
O, 7.578, 2.259, 18.1171, 0.0564, 0.3341, 0.0408
O, 1.8043, 3.0598, 11.2707, 0.0076, 0.3227, -0.338
O, 1.8627, 8.3755, 10.2189, 0.0303, 0.3295, -0.8159
O, 5.9814, 10.4169, 14.6315, 0.0532, 0.1995, -0.022
O, 5.7309, 2.8095, 11.257, -0.1035, 0.3115, -0.356
O, 3.4642, 10.0629, 13.0555, 0.0277, 0.3753, -0.2729
O, 8.3125, 11.2546, 13.864, 0.0822, 0.1009, -0.2692
O, 11.3795, 3.6867, 12.9069, 0.011, -0.2067, -0.2084
O, 5.6255, 5.3637, 10.2861, -0.03, -0.251, -0.776
O, 5.0906, 10.6483, 11.0549, -0.0545, -0.1404, -0.1773
O, 9.1906, 10.9227, 11.2943, 0.0774, -0.2986, -0.2883
O, 4.6176, 3.2478, 13.6174, 0.047, -0.1516, -0.2916
O, -0.8399, 6.2876, 17.5419, -0.1294, -0.029, 0.243
O, 5.8561, 5.4849, 16.3235, -0.0957, -0.1181, -0.2156
O, 7.6109, 3.377, 15.6672, 0.0617, 0.0856, -0.0874
O, 1.8132, 5.5083, 10.2491, 0.0163, -0.39, -0.6602
O, -2.1117, 8.3655, 10.3275, -0.0193, 0.3231, -0.6848
O, 0.0574, 3.9023, 17.2958, -0.1116, -0.0643, 0.0268
O, 7.4842, 5.7325, 14.3552, -0.0596, -0.2694, 0.2019
O, 0.194, 1.6618, 18.5797, 0.1474, -0.159, 0.0146
O, 2.3557, 4.756, 21.5064, -0.0225, -0.1039, 0.2045
O, 5.6156, 2.6055, -0.2386, -0.015, 0.1537, 0.728
O, -3.0904, 9.5732, 20.411, -0.2198, 0.115, 0.0112
O, -2.0799, 5.5179, 10.2669, 0.0153, -0.4412, -0.7643
O, 1.3382, 9.4348, 14.5787, 0.0323, 0.4132, -0.0399
O, 6.2639, 10.8322, 19.809, 0.2663, -0.179, 0.2888
O, 5.5747, 11.1334, -0.2613, 0.0501, -0.1628, 0.7774
O, 10.1149, 1.3285, 12.9111, -0.1155, 0.0163, -0.1528
O, 5.3642, 2.87, 16.8564, 0.2162, 0.239, -0.0912
O, -1.9547, 2.9606, 11.0161, -0.0394, 0.2417, -0.0117
O, 5.7296, 9.8361, 17.1853, -0.0021, -0.0842, 0.0448
O, 3.9934, 9.7243, 19.1262, 0.0716, 0.2394, 0.0739
O, 5.5791, 8.2198, 10.2088, -0.0304, 0.3342, -0.7841
O, 0.3045, 8.8555, 21.317, 0.074, 0.0349, 0.0315
O, 4.4903, 3.1036, 20.1399, -0.2041, 0.1437, 0.011
O, 2.3703, 3.0814, 18.5412, -0.0654, -0.2268, 0.2192
O, 3.5788, 12.3193, 19.3879, -0.3629, 0.0544, 0.1521
O, -0.2026, 11.2863, 20.3735, 0.2415, -0.1284, 0.111
O, 4.3809, 4.9146, 18.2737, 0.2087, -0.2008, 0.1053
O, 10.6602, 10.2663, 13.3277, -0.0854, 0.3117, -0.0165
O, -2.4515, 4.3687, 18.1981, -0.0106, -0.1168, 0.0257
O, 6.9821, 12.418, 15.929, -0.0166, 0.1016, -0.2919
O, -3.3073, 12.1426, 21.0615, 0.0011, 0.0958, 0.2496
O, 3.5195, 4.404, 15.7534, 0.3923, 0.0072, -0.2629
O, 2.3473, 4.5651, 13.4091, 0.0223, -0.3877, -0.1694
O, 4.7685, 5.87, 13.9567, 0.0552, -0.3024, 0.211
O, 3.9364, 12.6255, 12.24, 0.111, -0.0424, -0.0401
O, 4.6822, 5.7311, 20.6912, -0.2901, -0.089, 0.217
O, 2.0759, 2.2108, 20.9993, 0.0573, 0.3291, 0.3163
O, 2.3675, 10.9846, 10.9019, -0.0657, -0.3341, -0.1195
O, 3.8193, 9.1662, 15.4965, 0.1124, 0.2492, -0.2482
O, 1.6425, 1.9859, 13.704, -0.0361, 0.153, -0.1035
O, 2.3591, 7.2301, 21.0715, -0.1695, -0.184, 0.3297
O, 8.8167, 3.0184, 20.4135, -0.0597, -0.2645, 0.3887
O, 8.8426, 3.6819, 13.4128, 0.1487, -0.1632, -0.1456
O, 6.1018, 7.8694, 15.251, -0.1323, 0.038, 0.0448
O, 6.4826, 8.3394, 19.1322, 0.2665, 0.402, -0.0092
O, 0.6055, 3.4048, 22.922, -0.3078, -0.4698, 0.0366
O, 1.6256, 2.0644, 16.3246, -0.1119, -0.0761, -0.1059

Results
free energy: -50302.212 eV
free energy less fixed offsets of O -463.61, Si -117.95 eV per atom: -19.392 eV
pressure: -2.21 GPa
stress xx, yy, zz, yz, xz, xy (GPa, positive in tension): 1.46, 3.54, 1.63, 0.1, -0.01, -0.19
